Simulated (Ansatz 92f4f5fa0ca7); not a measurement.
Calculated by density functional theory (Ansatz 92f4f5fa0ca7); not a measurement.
Periodic cell of 462 atoms, Si286O176, from a study of silicon, its oxide and their interface. The atomic structure is a simulated model.
This geometry differs little from another in the collection (a relaxation step or a small displacement).

Settings
functional: r2SCAN
potential files: Ansatz PAW
basis: plane waves
wave-function cutoff: 800 eV
density cutoff ratio: 5
exchange-correlation grid ratio: 1
k mesh: 1 x 1 x 1, Gamma-centred
self-consistency stop: 1e-10 eV per atom in the density residual
occupations: fixed
spin: none
net charge: 0

Cell vectors (angstrom)
a 16.332 0 0
b 0 16.332 0
c 0 0 29.5282

Atoms and the computed forces on them: element, x, y, z (angstrom), force x, y, z (eV/angstrom)
Si 0.335 -0.466 0.255 -0.021 0.017 -0.059
Si 2.44 2.908 0.227 0.006 -0.008 -0.08
Si -0.021 4.811 -0.306 -0.013 -0.004 -0.12
Si 3.075 7.912 -0.108 -0.009 0.004 -0.117
Si -0.28 11.39 0.091 0.02 -0.004 -0.073
Si 2.012 14.068 0.271 0.006 -0.025 -0.059
Si 5.559 -0.361 -0.068 -0.015 0.007 -0.083
Si 8.272 2.45 -0.167 -0.014 0.014 -0.084
Si 5.12 5.561 0.368 0.006 -0.016 -0.07
Si 7.933 8.473 0.185 0.015 -0.013 -0.072
Si 5.823 10.77 0.056 -0.008 0.024 -0.088
Si 7.818 13.78 0.042 0.007 -0.016 -0.075
Si 10.526 0.249 -0.106 0.014 -0.009 -0.08
Si 12.052 1.292 1.366 0.001 0 0.005
Si 11.123 4.994 -0.085 -0.005 0.014 -0.082
Si 12.981 9.194 -0.194 0.001 -0.004 -0.096
Si 11.088 10.599 0.273 -0.021 0.017 -0.05
Si 13.813 13.531 0.088 -0.011 0.018 -0.069
Si 1.304 1.297 1.467 0.001 0 0.005
Si 3.88 4.099 1.629 0.002 -0.001 0.002
Si 1.336 7.009 1.231 -0.014 -0.011 -0.024
Si 4.107 9.6 1.196 0 -0.003 0.005
Si 1.191 12.377 1.618 0.001 -0.001 0.006
Si 3.965 14.918 1.307 -0.001 0.003 0.005
Si 6.687 1.317 1.197 0.003 -0.001 0.008
Si 9.439 3.988 1.213 0.002 -0.001 0.006
Si 6.759 6.853 1.422 -0.003 0.001 0.004
Si 9.499 9.518 1.577 0.002 0.001 0.001
Si 6.825 12.263 1.505 -0.001 0.001 0.004
Si 9.416 15.004 1.247 -0.001 0.002 0.006
Si 13.255 2.672 -0.024 0.012 -0.019 -0.079
Si 14.865 3.874 1.262 0.003 0.004 0.007
Si 12.147 6.643 1.259 0.008 0.014 -0.024
Si 14.859 9.717 1.193 -0.001 -0.001 0.006
Si 12.204 12.34 1.361 0 -0.002 0.003
Si 14.949 14.96 1.542 0.002 0 0.003
Si -0.107 2.658 2.754 -0.003 0.001 -0.001
Si 2.745 -0.006 2.778 0.002 0.001 0
Si -0.097 8.29 2.578 -0.002 0.002 0
Si 2.497 5.543 2.785 0.001 -0.002 0.002
Si -0.129 13.64 3.01 0 0.001 -0.001
Si 2.699 10.896 2.65 0.001 0 -0.002
Si 5.404 2.679 2.691 0.001 0 -0.002
Si 8.076 0.032 2.653 0 0 -0.001
Si 5.369 8.235 2.727 -0.001 0.002 -0.001
Si 8.176 5.427 2.639 0.001 -0.001 -0.002
Si 5.333 13.586 2.739 -0.001 -0.001 -0.001
Si 8.182 10.937 2.877 0 0.001 -0.001
Si 10.782 2.725 2.711 -0.001 0 -0.002
Si 13.51 0.026 2.734 0 0.001 -0.002
Si 10.882 8.037 2.748 -0.001 0.003 0.001
Si 13.645 5.421 2.615 0.005 -0.003 -0.001
Si 10.808 13.687 2.662 0 0.001 -0.002
Si 13.573 10.969 2.73 0 0.001 -0.001
Si 1.231 4.091 4.116 0 -0.001 -0.001
Si 4.093 1.36 4.121 -0.001 -0.001 0
Si 1.306 9.555 4.013 0.001 0 0
Si 3.996 6.849 4.065 0.001 0 0
Si 1.356 15.007 4.176 0 0.001 -0.002
Si 4.023 12.214 4.103 0 0 -0.001
Si 6.793 4.072 4 0 0.001 0
Si 9.444 1.362 4.068 0 0 0
Si 6.763 9.537 4.126 0 -0.001 -0.001
Si 9.513 6.722 4.099 0 0 -0.002
Si 6.752 14.984 4.05 0 0.001 0
Si 9.565 12.31 4.136 0.001 0.001 -0.001
Si 12.223 4.099 4.015 0 0.001 -0.001
Si 14.88 1.351 4.132 0.001 0 0
Si 12.259 9.495 4.045 0 0 -0.001
Si 14.979 6.823 3.993 -0.001 0.001 0
Si 12.176 14.982 4.077 0 0 0
Si 14.861 12.221 4.23 0 -0.001 -0.001
Si -0.036 0.023 5.484 0 0.001 0
Si 2.693 2.749 5.428 0.001 0.001 0
Si -0.057 5.49 5.475 0 0 -0.001
Si 2.654 8.187 5.42 0 0.001 0
Si -0.027 10.861 5.464 -0.001 0 0
Si 2.695 13.595 5.483 0 0 0
Si 5.449 0.011 5.471 0.001 0 0
Si 8.135 2.757 5.424 0 0 0.001
Si 5.419 5.447 5.359 0 0 0
Si 8.16 8.135 5.421 0 0 0
Si 5.406 10.886 5.479 0 0 0
Si 8.16 13.656 5.441 0 0 0
Si 10.841 0.025 5.428 0 0 0
Si 13.556 2.765 5.449 0 0 0.001
Si 10.901 5.418 5.461 0 0 0.001
Si 13.627 8.148 5.424 0 0 0
Si 10.926 10.876 5.439 0 0 0.001
Si 13.518 13.629 5.49 0 0 0
Si 1.343 1.387 6.809 0 0 0.001
Si 4.089 4.105 6.777 0.001 0 0
Si 1.36 6.821 6.837 0 0 0.001
Si 4.042 9.488 6.799 0.001 0.001 0
Si 1.314 12.231 6.812 0.001 0.001 0.001
Si 4.081 14.974 6.803 0 0 0
Si 6.815 1.403 6.804 0 0 0
Si 9.528 4.068 6.814 0 0 0
Si 6.803 6.764 6.758 0 0 0
Si 9.554 9.491 6.775 0 0.001 0
Si 6.816 12.257 6.779 0 0 0
Si 9.54 14.991 6.823 0.001 0 0.001
Si 12.213 1.379 6.791 0 0 0
Si 14.921 4.125 6.829 -0.001 0 0.001
Si 12.264 6.796 6.815 0 0 0
Si 14.997 9.473 6.84 0.001 0 0
Si 12.259 12.22 6.855 0 -0.001 0
Si 14.939 14.96 6.809 0 0.001 0.001
Si -0.004 2.759 8.153 0 0.001 0
Si 2.709 0.006 8.162 0 0 0.001
Si 0.031 8.159 8.251 0 0 0
Si 2.76 5.459 8.179 0 0 0
Si -0.046 13.587 8.175 0 0 0
Si 2.671 10.844 8.125 0 -0.001 0.001
Si 5.464 2.769 8.166 0 0.001 0.001
Si 8.211 0.071 8.148 0 0 0
Si 5.449 8.105 8.124 0 0 0.001
Si 8.184 5.457 8.167 0.001 0 0
Si 5.475 13.635 8.125 0 0 0.001
Si 8.19 10.86 8.105 0 0 0.001
Si 10.889 2.724 8.186 0.001 0 0
Si 13.606 0.023 8.133 0 0 0.001
Si 10.917 8.157 8.195 0 0 0.001
Si 13.599 5.464 8.238 0 0 0
Si 10.925 13.609 8.184 -0.001 0.001 0
Si 13.658 10.864 8.202 0 0 0.001
Si 1.391 4.078 9.513 -0.001 0 0.001
Si 4.098 1.391 9.493 0 0 0
Si 1.388 9.549 9.625 -0.001 0 0
Si 4.152 6.778 9.578 0 0 0.001
Si 1.335 14.944 9.498 0.001 0.001 0
Si 4.088 12.201 9.354 0.001 0.001 0
Si 6.843 4.121 9.563 0 0.001 0
Si 9.57 1.377 9.575 0 0 0
Si 6.844 9.458 9.442 0 0 0
Si 9.564 6.781 9.572 -0.001 0 0
Si 6.848 15.035 9.444 -0.001 0 0
Si 9.562 12.205 9.467 0 0 0
Si 12.246 4.06 9.573 0 0 0
Si 14.972 1.372 9.486 0 0.001 0
Si 12.309 9.508 9.566 0 0 0
Si 15.011 6.788 9.606 0 -0.001 0
Si 12.325 14.985 9.54 0 -0.001 0
Si 15.002 12.214 9.609 0 0.001 0
Si -0.004 0.023 10.846 0 0 0
Si 2.766 2.743 10.885 -0.001 0.001 0
Si 0.046 5.373 10.926 0 -0.001 -0.001
Si 2.818 8.177 10.916 0 -0.001 -0.002
Si 0.056 10.929 11.055 0 0 -0.001
Si 2.745 13.496 10.721 0 0.001 0
Si 5.495 0.049 10.817 0 0 0
Si 8.229 2.78 10.92 -0.002 -0.001 -0.002
Si 5.521 5.442 11.019 0 -0.002 -0.002
Si 8.191 8.161 10.908 0.001 0 0.001
Si 5.434 10.841 10.673 0.002 -0.001 0
Si 8.235 13.652 10.717 0 0.001 -0.001
Si 10.97 0.002 10.9 0.001 -0.001 0
Si 13.626 2.675 10.9 0.001 0.001 0
Si 10.922 5.408 10.974 0.001 0.002 0
Si 13.703 8.199 10.974 0 0.001 0
Si 10.923 10.881 10.885 0 -0.001 0
Si 13.682 13.632 10.952 -0.001 0 -0.001
Si 1.45 1.304 12.185 0.002 -0.001 0.001
Si 4.112 4.048 12.342 0.003 0 0.001
Si 1.453 6.762 12.203 0.001 0.002 0
Si 4.227 9.581 12.231 -0.003 -0.002 -0.001
Si 1.552 12.269 12.365 -0.002 -0.001 -0.001
Si 4.103 14.882 11.957 -0.001 0.001 0.003
Si 6.83 1.434 12.213 -0.001 0.001 0.002
Si 9.593 4.04 12.41 0 -0.001 -0.003
Si 6.906 6.84 12.398 -0.003 0.001 -0.003
Si 9.58 9.512 12.255 -0.001 0.001 -0.001
Si 6.788 12.272 11.862 0 0.002 0
Si 9.596 14.925 12.153 -0.002 0.002 0
Si 12.34 1.303 12.329 -0.001 0 -0.002
Si 13.761 5.351 13.641 0.001 0 0.005
Si 12.388 6.745 12.264 0 -0.001 0
Si 15.017 9.574 12.443 -0.001 0.002 0
Si 12.186 12.338 12.25 0.002 -0.003 -0.001
Si 15.131 14.952 12.323 0.001 -0.002 -0.001
Si 0.085 2.532 13.641 0.001 0 0.002
Si 2.578 -0.415 13.343 0.003 0.003 0.004
Si 0.17 8.101 13.636 -0.001 -0.001 0.003
Si 2.815 5.517 13.689 -0.001 -0.008 0.002
Si 0.788 14.189 13.52 0.002 -0.002 0.001
Si 2.902 10.852 13.732 0.001 0.001 0.001
Si 5.315 2.496 13.692 -0.011 -0.017 -0.029
Si 8.208 -0.02 13.384 0 0 0.002
Si 5.576 8.307 13.708 0.007 0.004 0.004
Si 8.297 5.49 13.797 0.002 0.002 0.003
Si 6.746 14.918 14.515 0.003 -0.008 -0.043
Si 8.14 11.1 13.273 -0.001 -0.003 0.008
Si 10.991 2.628 13.762 0.001 0 0.005
Si 13.658 -0.141 13.702 0 0.001 0.005
Si 10.982 8.064 13.586 0.003 -0.001 0.004
Si 15.041 3.93 12.276 0 0.001 0
Si 10.804 13.626 13.736 0.004 -0.003 0.005
Si 13.496 11.034 13.642 -0.016 -0.016 -0.038
Si 1.241 4.189 14.863 -0.014 0.019 -0.07
Si 4.291 0.544 14.764 0.011 -0.011 -0.08
Si 1.993 8.962 14.866 0.017 -0.014 -0.056
Si 3.764 7.388 14.911 -0.011 0.012 -0.015
Si 0.431 14.491 15.802 -0.006 0.021 -0.118
Si 4.521 12.124 14.928 0.016 -0.023 -0.077
Si 6.869 4.654 15.429 -0.011 0.001 -0.124
Si 9.689 0.984 14.866 0.021 -0.009 -0.088
Si 6.822 10.039 14.835 -0.011 -0.002 -0.052
Si 10.053 6.484 15.072 -0.004 -0.013 -0.096
Si 5.438 13.509 13.269 0 0.001 0.003
Si 8.912 12.72 14.858 0.006 -0.006 -0.012
Si 12.276 4.178 15.046 -0.014 0.007 -0.084
Si 15.292 0.879 15.026 0.009 -0.006 -0.086
Si 12.04 9.685 14.844 -0.014 0.003 -0.077
Si 15.425 6.446 14.921 0.013 -0.015 -0.079
Si 11.998 15.152 15.106 -0.018 0.008 -0.105
Si 14.895 12.066 16.191 0.015 0.025 -0.142
Si 8.292 -15.226 17.587 0.026 0.025 -0.183
Si 10.564 2.559 23.882 -0.013 -0.007 -0.176
Si 8.097 -6.131 20.569 0.034 0.003 -0.21
Si 4.882 -9.633 16.866 -0.02 0.012 -0.182
Si 13.736 8.127 16.94 -0.003 -0.011 -0.176
Si 12.793 -1.606 18.174 -0.028 -0.01 -0.18
Si 10.751 -13.763 20.97 0.019 -0.001 -0.205
Si 18.08 -20.776 27.566 0.035 -0.006 -0.177
Si 24.49 -15.179 21.308 -0.009 -0.003 -0.196
Si 31.723 -3.958 20.846 -0.01 -0.037 -0.184
Si 18.929 13.464 25.521 0.016 0.027 -0.2
Si 14.996 8.254 19.569 -0.006 0.035 -0.175
Si -15.457 -6.131 20.137 -0.036 0.007 -0.184
Si 9.816 23.428 27.507 -0.013 0.009 -0.186
Si 19.561 -4.372 23.018 -0.015 -0.013 -0.221
Si -10.961 -10.303 25.628 -0.019 0.006 -0.185
Si -1.008 -1.23 19.799 0.004 0.008 -0.203
Si 30.852 -1.777 22.691 0.037 -0.037 -0.236
Si 13.183 -4.511 18.852 -0.017 0.007 -0.172
Si 6.715 -0.659 19.13 0.011 0.014 -0.18
Si 7.263 20.208 18.279 -0.017 -0.015 -0.183
Si 9.352 16.122 23.721 -0.037 0.036 -0.154
Si -2.876 2.322 17.193 0.005 0.026 -0.202
Si 19.695 8.529 20.901 0.016 0.01 -0.2
Si 3.835 4.548 23.271 -0.021 0.007 -0.192
Si 20.915 0.147 23.279 0.039 0.011 -0.186
Si 15.137 17.367 27.514 0.008 0.015 -0.199
Si 6.215 20.065 27.511 -0.023 0.03 -0.184
Si 2.654 2.163 16.915 0.015 0.012 -0.179
Si 15.576 16.619 24.649 -0.008 -0.018 -0.215
Si 18.627 0.135 25.209 -0.01 -0.013 -0.189
Si 14.957 2.733 22.79 -0.012 0.004 -0.219
Si 25.636 -5.467 16.202 -0.022 0.017 -0.15
Si 13.122 36.669 24.824 -0.034 -0.007 -0.178
Si 0.954 -28.416 23.963 0.023 -0.005 -0.183
Si 3.917 16.16 20.34 -0.035 -0.008 -0.187
Si -9.523 -18.303 23.601 0.003 0.01 -0.177
Si -0.526 5.617 20.255 -0.003 0.011 -0.158
Si 9.759 -3.986 27.638 0.013 0.006 -0.175
Si 28.168 -2.092 24.38 0.007 0.027 -0.217
Si 6.742 -19.545 20.652 -0.009 -0.011 -0.188
Si 11.93 -17.997 27.463 -0.002 -0.014 -0.2
Si 12.116 9.076 26.499 0.002 -0.012 -0.205
Si -5.836 -6.153 18.863 0.005 0.003 -0.189
Si -5.74 11.416 24.976 -0.008 0.005 -0.192
Si 27.277 7.218 17.816 -0.005 0.023 -0.188
Si -2.854 -9.424 21.615 -0.006 -0.002 -0.223
Si 2.473 -7.249 23.768 0.016 0.01 -0.214
Si 24.411 -11.867 23.341 -0.01 -0.028 -0.187
Si 36.279 13.186 20.291 -0.017 0.026 -0.222
Si 0.515 -9.258 24.617 -0.012 0.009 -0.161
Si -2.631 7.037 24.662 0.02 -0.026 -0.21
Si 6.018 2.568 23.186 0.027 -0.015 -0.15
Si -11.859 -4.602 26.981 0.006 0.009 -0.207
Si -5.517 5.696 20.44 -0.014 0.019 -0.18
Si 4.145 4.309 18.511 0.017 -0.003 -0.188
Si 2.86 7.652 26.382 -0.008 -0.014 -0.214
Si 5.945 11.619 24.424 0.023 0.025 -0.182
Si 8.405 9.832 23.567 -0.036 -0.013 -0.211
Si 22.475 -24.594 19.533 -0.018 -0.036 -0.2
Si 4.129 1.479 27.432 -0.024 0.001 -0.191
Si 17.306 10.582 17.017 0.026 -0.028 -0.184
Si 24.368 23.424 25.001 -0.009 -0.001 -0.198
Si 17.555 17.245 19.184 0.004 0.011 -0.174
Si 35.411 -3.233 17.167 -0.006 0.011 -0.207
Si 27.584 0.85 18.601 0.003 -0.031 -0.179
Si 15.201 19.106 19.779 -0.003 -0.022 -0.213
Si 24.269 -10.666 20.594 0.001 0.027 -0.202
Si 18.886 22.016 20.749 0 -0.026 -0.201
Si 15.621 20.044 26.592 -0.007 -0.001 -0.211
O 11.64 -17.021 -10.736 -0.009 0.015 0.061
O -3.364 -10.719 -4.581 -0.001 -0.002 0.062
O 11.261 -14.142 -7.07 0 -0.001 0.14
O 12.97 8.158 -4.017 -0.047 0.062 0.111
O -0.688 4.854 -1.798 0.015 0.022 0.134
O 5.739 -12.144 -10.811 0.004 -0.003 0.063
O 12.226 3.854 -0.604 -0.002 -0.001 0.042
O -2.82 7.442 -6.414 0.007 0.009 0.178
O 3.289 4.587 -9.697 -0.049 0.041 0.131
O 3.997 13.156 -3.203 0.01 -0.025 0.085
O 5.404 11.715 -1.231 0.034 -0.028 0.124
O 15.797 13.556 -9.716 -0.004 -0.01 0.079
O 17.796 -9.395 -3.597 0.043 0.007 0.097
O 0.326 6.333 0.108 0.017 0.022 0.045
O 7.648 3.098 -1.564 0.036 -0.028 0.091
O 12.773 -8.746 0.044 -0.006 -0.015 0.043
O 6.238 4.89 -3.143 0.019 -0.055 0.111
O 17.71 3.982 -0.408 0.012 -0.01 0.047
O 22.961 13.086 -4.953 -0.012 -0.035 0.075
O 14.114 3.529 -3.517 0.055 -0.014 0.107
O 14.162 2.315 -10.89 0.051 0.013 0.135
O 0.792 22.154 -5.898 -0.006 0.015 0.074
O 5.55 15.881 -14.322 -0.005 0.008 0.039
O 5.368 17.686 -5.503 -0.013 -0.004 0.069
O 25.014 -14.855 -13.467 -0.042 0.002 0.129
O 9.42 1.357 -0.623 0 0 0.039
O 14.923 -3.879 -0.454 -0.002 -0.001 0.033
O 7.083 -2.496 -7.455 0.005 0.036 0.15
O 8.749 7.736 -1.005 -0.04 0.03 0.095
O 10.55 5.791 -1.405 0.025 -0.041 0.091
O 12.487 -9.139 -12.2 -0.025 -0.008 0.07
O 19.269 12.287 -8.074 -0.002 -0.036 0.15
O 10.874 8.236 -2.436 -0.019 -0.018 0.071
O 11.604 -5.971 -3.864 0.024 -0.035 0.087
O 17.129 17.001 -4.604 0.017 0.001 0.065
O 13.861 17.985 -1.197 -0.04 0.033 0.093
O 14.829 -9.145 16.234 -0.035 0.038 0.095
O 7.769 -2.477 15.328 -0.001 -0.001 0.03
O 19.43 -5.348 27.43 -0.02 -0.002 0.066
O 1.773 -1.973 16.762 0.035 -0.016 0.081
O 18.86 3.85 23.951 -0.023 -0.007 0.066
O 3.16 1.052 26.212 0.051 0.037 0.124
O 12.58 -3.017 18.919 0.008 -0.012 0.063
O 36.811 23.02 29.229 0.008 -0.004 0.049
O 12.096 17.793 17.355 -0.028 -0.02 0.087
O -0.367 10.852 16.163 0.009 -0.002 0.056
O 1.953 3.336 16.055 0.032 -0.044 0.092
O -3.345 3.704 16.456 0.025 -0.037 0.101
O 16.646 -0.4 19.398 -0.016 -0.01 0.059
O 7.686 4.252 16.763 0.005 -0.023 0.133
O 16.156 -7.317 20.371 0.015 0.001 0.06
O 26.889 -1.251 23.874 0.038 -0.033 0.067
O -4.624 3.186 24.862 0.036 0.02 0.075
O 14.542 1.647 16.227 -0.044 0.032 0.105
O 5.176 -3.491 20.394 0.015 -0.003 0.067
O -0.238 2.312 27.24 -0.004 -0.027 0.078
O 21.437 15.949 19.233 -0.023 0.001 0.076
O 12.014 -9.992 21.289 0.041 0.012 0.081
O 7.268 9.252 19.519 0.013 0.025 0.079
O 14.238 -0.997 18.611 0.047 0.003 0.091
O 15.654 6.825 19.199 0.007 -0.029 0.073
O 19.969 2.903 17.942 0.019 0.028 0.082
O -2.6 8.107 20.558 -0.025 -0.034 0.099
O 28.962 -1.686 16.544 0.026 -0.012 0.148
O 16.464 5.272 15.438 -0.003 0 0.038
O 17.844 1.279 17.634 -0.033 -0.03 0.115
O 19.503 -7.585 25.199 0.015 -0.035 0.128
O 25.503 18.612 20.765 -0.011 -0.01 0.076
O 7.324 -0.203 17.686 -0.027 -0.023 0.099
O 10.921 13.449 27.732 -0.006 -0.002 0.06
O 20.242 5.578 17.531 -0.009 -0.057 0.104
O 29.48 9.268 15.97 0.036 -0.031 0.093
O -1.047 -9.284 25.021 -0.001 0.003 0.059
O -1.756 2.498 21.239 -0.005 0.003 0.166
O 19.418 -3.347 18.751 0.037 0.002 0.179
O 1.61 9.208 16.467 -0.03 0.039 0.101
O 14.692 -17.251 21.285 -0.025 -0.009 0.154
O 9.6 -5.349 17.777 0.035 -0.028 0.145
O 13.847 3.729 23.403 -0.025 0.021 0.106
O 3.335 8.475 22.52 -0.028 0.017 0.158
O -2.141 11.553 20.1 0.05 0.013 0.096
O -5.219 5.272 15.371 -0.001 0.007 0.04
O 4.818 11.675 23.244 0.032 -0.004 0.091
O -0.103 -0.289 15.736 0.01 -0.015 0.052
O 7.496 -4.629 20.571 -0.01 0.012 0.063
O -9.359 18.231 22.08 -0.041 0.028 0.09
O 0.584 -5.315 28.256 -0.041 -0.002 0.086
O 21.576 2.557 26.966 0.003 -0.004 0.069
O -5.09 -0.318 28.049 -0.028 0.035 0.092
O -14.888 -3.888 26.066 -0.022 -0.03 0.109
O 3.584 1.143 16.09 -0.038 0.035 0.097
O 10.61 -7.715 18.516 -0.006 0.021 0.071
O 4.881 8.682 20.359 -0.048 0.016 0.083
O -0.33 -0.054 28.326 0.038 -0.039 0.104
O 2.785 13.219 23.931 -0.016 0.036 0.135
O 7.46 0.262 20.198 0.028 0.037 0.122
O 4.554 -15.89 21.684 0.021 0.015 0.152
O 34.647 -4.556 16.678 -0.007 0.005 0.07
O 18.502 -1.353 25.806 -0.002 -0.018 0.066
O 8.099 9.497 22.017 0.015 -0.008 0.174
O 28.569 -1.575 25.871 0.003 0.012 0.17
O 3.294 -1.619 20.678 0.005 0.001 0.07
O 14.926 1.363 23.632 0.016 -0.042 0.102
O 15.396 -12.013 19.432 0.007 0.017 0.069
O 13.02 -1.83 23.297 -0.065 -0.006 0.105
O 17.301 5.43 20.809 0.018 -0.003 0.065
O 11.459 12.664 24.406 -0.016 -0.026 0.07
O 18.725 9.747 20.427 0.034 -0.02 0.069
O -0.883 -1.141 23.869 0.025 0.051 0.113
O 10.777 -0.116 15.438 0.001 0.002 0.047
O 3.067 0.069 23.791 -0.056 0 0.11
O -10.681 4.483 28.807 -0.023 0.036 0.1
O 9.527 11.947 26.087 -0.015 0.024 0.13
O 8.96 6.634 26.229 0.058 -0.001 0.131
O 8.165 4.755 19.271 0.021 0.04 0.115
O 3.206 2.178 28.535 -0.036 0.031 0.098
O -1.62 5.852 21.435 -0.028 0.005 0.085
O -2.443 -4.572 17.4 -0.038 -0.007 0.114
O 8.411 -3.366 28.269 -0.032 0.029 0.084
O 2.784 -9.146 20.215 0 0.005 0.069
O 0.116 3.375 22.884 0.025 0.018 0.089
O 5.681 11.07 15.45 -0.003 0.006 0.037
O -3.05 14.354 28.297 0.035 -0.024 0.09
O 21.068 5.405 24.282 0.043 0.046 0.125
O 22.331 5.93 15.949 -0.012 0.001 0.078
O 7.097 10.593 24.061 -0.019 0.016 0.068
O 2.377 10.67 23.501 -0.002 -0.009 0.073
O 8.205 5.944 23.9 -0.004 0.066 0.106
O -8.78 4.682 21.814 0.002 -0.04 0.147
O 4.785 3.431 22.582 -0.003 0.008 0.063
O 38.046 -1.213 23.579 -0.002 -0.008 0.061
O 14.195 -4.25 14.731 0.027 0.015 0.079
O 8.59 8.479 24.411 0.002 -0.039 0.085
O 23.129 -9.547 20.297 0.024 -0.025 0.076
O 9.672 -6.008 20.224 -0.059 0 0.108
O 19.597 5.571 22.175 0.034 -0.032 0.138
O 23.834 2.293 18.336 -0.007 0.001 0.066
O 26.015 0.864 18.334 0.02 0.002 0.073
O 0.337 4.031 25.426 -0.048 -0.014 0.137
O 17.313 8.42 23.816 -0.01 -0.023 0.074
O 14.964 -3.293 22.264 -0.023 0.047 0.112
O -9.361 3.528 24.069 -0.002 0.012 0.071
O 10.87 -10.33 18.856 -0.001 -0.046 0.131
O 11.597 -14.651 19.929 -0.018 0.047 0.122
O 20.444 22.955 26.443 -0.017 0.013 0.072
O 11.986 -5.568 18.959 0.005 0 0.054
O 7.976 15.352 24.176 0.005 -0.005 0.06
O 9.393 -10.037 20.953 -0.012 -0.004 0.068
O 9.072 0.147 22.175 0.03 -0.035 0.115
O 4.881 16.522 28.068 0.033 -0.034 0.096
O 5.295 11.037 25.782 -0.041 -0.002 0.133
O 6.898 9.606 29.095 0.001 -0.003 0.039
O 16.674 11.421 21.052 -0.001 0.019 0.068
O 14.456 25.218 18.182 0.036 0 0.124
O 9.795 -15.119 24.439 0.005 -0.003 0.066
O 9.737 -5.595 23.774 0.045 0.029 0.094
O 0.347 18.452 19.784 -0.026 0.018 0.067
O -1.557 0.353 26.069 -0.016 0.023 0.15
O 17.056 -5.72 18.587 -0.002 -0.011 0.16
O 2.115 -3.078 28.371 -0.006 0.05 0.104
O 22.27 3.398 14.949 0.019 0.027 0.057
O 8.013 9.833 15.985 0.024 -0.006 0.059
O 9.497 3.721 23.519 0.009 -0.002 0.065
O 10.715 -5.997 15.557 -0.017 0.007 0.056
O 13.109 -6.846 27.72 0.023 0.015 0.136
O 15.62 -2.831 16.426 -0.023 -0.02 0.062
O 21.958 -8.729 18.033 0.053 0.045 0.162
O 18.983 -8.074 27.867 0.006 0.015 0.162
O 7.131 -2.193 19.441 -0.004 -0.033 0.084
O 10.29 11.032 28.411 0.028 -0.034 0.09
O 19.016 17.086 19.861 0.046 -0.022 0.077
O 23.015 14.845 29.024 0.003 0.002 0.038
O 20.406 13.064 16.215 -0.037 0.025 0.1
O 10.965 4.117 20.638 -0.001 -0.027 0.062
O 26.208 7.085 16.587 0.025 0.017 0.125
O 22.781 7.208 25.335 -0.016 -0.007 0.063

Results
free energy: -283321.320 eV
free energy less fixed offsets of O -570.45, Si -639.56 eV per atom: -7.960 eV

The program warned: the cutoff lies below the one the program advises for these potential files; the forces do not sum to zero within the program's tolerance; empty levels may hold ghost states of the PAW files; the exchange-correlation potential is rough where the density is thin.
